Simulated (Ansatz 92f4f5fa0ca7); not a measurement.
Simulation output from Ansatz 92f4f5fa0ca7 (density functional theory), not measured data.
Periodic cell of 224 atoms, Si132O90As1H1, from a study of silicon, its oxide and their interface. The atomic structure is a simulated model.
Doubt: the cutoff is far below the 930 eV that the study's wrapper takes by default for these files, so forces and energies are approximate.
This geometry differs little from another in the collection (a relaxation step or a small displacement).

Settings
functional: PBE
potential files: Ansatz PAW
basis: plane waves
wave-function cutoff: 580 eV
density cutoff ratio: 5
exchange-correlation grid ratio: 1
k mesh: 1 x 1 x 1, Gamma-centred
self-consistency stop: 5e-08 eV per atom in the density residual
occupations: fixed
spin: none
net charge: 0

Cell vectors (angstrom)
a  10.938  0  0
b  0  10.938  0
c  0  0  33.1092

Atoms: element, x, y, z (angstrom)
Si  0.3336  -0.2329  25.7846
Si  5.2904  0.4048  25.63
Si  2.955  2.5325  25.5612
Si  8.1352  3.0657  25.5868
Si  -0.34  5.8636  25.684
Si  5.8698  5.2379  25.7253
Si  2.6115  8.5718  25.7058
Si  8.4132  8.1506  25.4152
Si  1.4366  1.4203  27.002
Si  6.9113  1.4898  26.9281
Si  4.1416  4.1143  26.9017
Si  9.5641  4.2378  27.0288
Si  1.3921  6.9209  26.9125
Si  6.9318  6.9358  26.92
Si  4.179  9.7172  26.9879
Si  9.5819  9.5747  26.9434
Si  2.7468  0.03  28.3781
Si  8.1965  0.0163  28.2892
Si  -0.0064  2.7704  28.3124
Si  5.4702  2.7534  28.3304
Si  2.7306  5.4762  28.2709
Si  8.1734  5.5329  28.3773
Si  -0.0088  8.2017  28.3367
Si  5.4787  8.2248  28.2944
Si  4.1018  1.3673  29.691
Si  9.5708  1.3673  29.691
Si  1.3673  4.1018  29.691
Si  6.8362  4.1018  29.691
Si  4.1018  6.8362  29.691
Si  9.5708  6.8362  29.691
Si  1.3673  9.5708  29.691
Si  6.8362  9.5708  29.691
Si  0  0  31.0582
Si  5.469  0  31.0582
Si  2.7345  2.7345  31.0582
Si  8.2035  2.7345  31.0582
Si  0  5.469  31.0582
Si  5.469  5.469  31.0582
Si  2.7345  8.2035  31.0582
Si  8.2035  8.2035  31.0582
Si  1.3673  1.3673  32.4255
Si  6.8362  1.3673  32.4255
Si  4.1018  4.1018  32.4255
Si  9.5708  4.1018  32.4255
Si  1.3673  6.8362  32.4255
Si  6.8362  6.8362  32.4255
Si  4.1018  9.5708  32.4255
Si  9.5708  9.5708  32.4255
Si  2.7345  0  0.6835
Si  8.2035  0  0.6835
Si  0  2.7345  0.6835
Si  5.469  2.7345  0.6835
Si  2.7345  5.469  0.6835
Si  8.2035  5.469  0.6835
Si  0  8.2035  0.6835
Si  5.469  8.2035  0.6835
Si  4.1018  1.3673  2.0507
Si  9.5708  1.3673  2.0507
Si  1.3673  4.1018  2.0507
Si  6.8362  4.1018  2.0507
Si  4.1018  6.8362  2.0507
Si  9.5708  6.8362  2.0507
Si  1.3673  9.5708  2.0507
Si  6.8362  9.5708  2.0507
Si  0  0  3.418
Si  5.469  0  3.418
Si  2.7345  2.7345  3.418
Si  8.2035  2.7345  3.418
Si  0  5.469  3.418
Si  5.469  5.469  3.418
Si  2.7345  8.2035  3.418
Si  8.2035  8.2035  3.418
Si  1.3882  1.3309  4.7285
Si  6.866  1.3464  4.876
Si  4.1405  4.0001  4.8123
Si  9.5733  4.0778  4.7574
Si  1.3646  6.8084  4.7888
Si  6.7645  6.8862  4.6911
Si  4.0983  9.5652  4.7833
Si  9.5739  9.5692  4.8258
Si  2.688  -0.0627  6.132
Si  8.2205  -0.0228  6.305
Si  -0.0272  2.6213  6.0706
Si  5.485  2.6341  6.337
Si  2.6282  5.2986  6.0863
Si  8.0962  5.4675  5.9384
Si  -0.0254  8.1232  6.1805
Si  5.3891  8.1478  6.1494
Si  3.7568  1.4676  7.5634
Si  9.9534  1.0868  7.5798
Si  1.4786  3.7073  7.4809
Si  6.6176  4.4302  7.4313
Si  4.1936  6.4436  7.3237
Si  9.2116  6.9578  7.3307
Si  1.1606  9.6707  7.4892
Si  7.016  9.2378  7.4677
O  9.5346  6.9749  25.0208
O  4.096  1.4273  25.0757
O  8.1557  8.1114  7.8854
O  2.7491  2.7297  7.8428
O  6.9474  4.1274  25.1069
O  1.4413  9.6212  25.1887
O  5.4184  5.4813  7.8744
O  0.0834  -0.1143  7.9882
O  7.5217  4.2436  8.8065
O  10.7436  6.4431  15.7165
O  9.6092  6.0301  8.6411
O  1.8217  9.0121  8.8463
O  3.8968  0.7296  9.0349
O  0.7339  3.8814  8.9551
O  9.7817  1.9294  9.0044
O  3.2395  6.7757  8.6169
O  7.8079  8.876  24.0087
O  8.9643  2.5424  24.2376
O  5.3002  6.067  24.4299
O  2.1543  3.0864  24.1958
O  10.5983  0.4308  24.4658
O  0.1893  4.9254  24.4381
O  3.4536  8.0645  24.3696
O  6.0707  10.8027  24.2914
Si  10.7238  -2.9966  19.717
Si  11.8836  5.6143  20.8101
Si  2.9247  4.4682  16.89
Si  15.5541  2.1302  16.8827
Si  2.7869  -2.9843  9.6304
Si  6.1833  -1.3904  15.7826
Si  6.8494  -4.0182  11.5904
Si  6.2653  2.9048  19.3445
Si  9.2654  -0.7043  16.3155
Si  6.3923  0.2002  20.4241
Si  10.5961  3.0604  9.8917
Si  0.5535  12.0364  20.9426
Si  3.8891  0.6403  10.667
Si  1.9163  10.3518  12.7254
Si  15.2109  -0.4914  18.0912
Si  7.2122  -0.681  23.2728
Si  -2.0985  3.2286  17.5355
Si  6.035  12.2771  14.4697
Si  6.6589  6.6663  14.4944
Si  14.6148  7.2016  20.8237
Si  -1.2527  1.2879  23.46
As  0.7583  -5.6713  14.7834
Si  5.2546  5.6596  18.7852
Si  3.5886  2.7244  12.781
Si  8.6148  5.1641  9.6247
Si  9.2487  -0.5382  19.3435
Si  7.8405  6.0368  17.0589
Si  -5.3245  -1.5272  10.2776
Si  3.9258  -4.3215  23.7934
Si  4.4773  5.7509  12.8635
Si  0.5391  1.9486  12.7459
Si  -1.9206  1.8559  14.6599
Si  1.5773  4.5409  23.6974
Si  0.6691  -7.6215  18.839
Si  10.2721  7.5529  16.7892
Si  1.9398  7.3068  12.4948
Si  2.313  -1.1911  20.263
O  5.1491  -0.1926  19.4409
O  4.8246  2.0567  13.6365
O  11.1098  -3.4887  18.1926
O  5.0026  2.5584  18.3886
O  -0.7516  13.3851  13.6536
O  -4.5084  -0.6979  21.8078
O  3.7146  4.3399  12.699
O  -5.6422  -0.1212  11.0576
O  7.4604  -3.9842  13.1031
O  12.7044  -7.2911  17.6971
O  5.3705  5.7077  14.2207
O  2.0193  2.4905  13.281
O  7.6814  -1.0631  16.3211
O  10.2624  2.7472  18.1387
O  -1.2966  -0.1762  17.8074
O  9.566  0.4144  15.1835
O  2.9989  10.6998  13.8984
O  8.4677  0.321  22.9563
O  3.4583  7.0106  13.0056
O  0.9735  6.2219  13.251
O  16.8774  4.4722  19.7262
O  3.7453  3.273  16.1274
O  7.6327  2.6664  18.4765
O  7.548  1.7018  13.9161
O  7.6243  -5.1351  15.4651
O  10.7487  1.7372  22.2782
O  10.2683  0.2992  20.2618
O  -3.033  6.2238  10.6045
O  3.7878  0.7456  17.112
O  6.1503  -2.8749  15.1411
O  5.1326  -1.43  17.0555
O  8.7988  2.8217  15.9601
O  0.3738  4.6921  19.6215
O  5.4617  6.0432  11.5838
O  10.7085  6.7659  20.8672
O  4.1785  -2.2711  10.0776
O  2.8582  -1.0202  18.717
O  2.3418  -4.5788  20.402
O  8.7062  7.3839  17.2473
O  -8.2934  -0.2344  11.2937
O  6.3324  9.783  8.8601
O  3.7924  2.1463  11.266
O  12.8324  11.0794  21.1399
O  1.9632  -3.6958  10.8509
O  9.3378  -2.1385  19.7049
O  8.7476  4.8417  17.6561
O  5.9673  1.9099  16.0081
O  4.8217  6.9284  19.7055
O  3.9336  5.2284  17.9226
O  1.4448  8.8074  12.8609
O  6.4005  6.1907  17.7717
O  2.3096  -5.4483  15.7633
O  6.2963  1.8545  20.6157
O  11.3201  2.4086  11.1916
O  11.8708  8.9553  20.1681
O  4.2508  -4.2902  22.2223
O  5.8252  -0.2848  14.6173
O  10.2943  -1.9412  16.0224
O  -1.4141  4.1347  10.4866
O  7.7279  -0.1029  19.5817
O  12.0975  2.2369  19.9465
O  2.7081  5.6088  24.1529
O  0.5597  0.3198  12.8278
O  14.3306  -2.1427  21.0347
O  1.2422  4.6753  22.11
O  6.5983  -2.4751  11.1434
H  2.7078  10.6712  14.8222

Results
free energy: -139968.360 eV
free energy less fixed offsets of As -4856.12, H -15.97, O -568.88, Si -635.61 eV per atom: 3.450 eV

Forces (eV/angstrom), in the order of the atoms: element, x, y, z
Si  0.0065  -0.0071  -0.0227
Si  -0.0043  0.0075  -0.0388
Si  0.0076  -0.0091  0.0017
Si  0.0048  0.0001  -0.0008
Si  -0.0172  -0.0003  -0.0349
Si  0.0131  -0.0051  -0.0247
Si  -0.0044  0.006  0.0013
Si  -0.0094  0.005  -0.0082
Si  0.0075  0.0002  0.0007
Si  -0.0002  0.0071  0.0019
Si  -0.007  -0.0106  0.001
Si  -0.0057  -0.0055  -0.0008
Si  0.0081  0.007  0.0037
Si  0.0089  -0.0001  0.0026
Si  -0.0105  -0.0004  0.0035
Si  0.001  -0.0082  0.005
Si  0.0012  0.0013  0.0015
Si  0.0004  -0.0006  0.0062
Si  -0.0006  0.0015  0.0057
Si  -0.0003  -0.0013  0
Si  0.0022  0.0002  0.0037
Si  -0.0073  0.0024  0.0057
Si  -0.0041  0.0043  0.0015
Si  0.0015  -0.0041  0.0041
Si  0.2412  0.1675  0.366
Si  -0.0002  0.0415  -0.2364
Si  0.0913  0.1305  -0.1468
Si  -0.2266  0.2328  0.2032
Si  -0.017  0.0087  -0.3707
Si  0.1587  0.0458  0.4278
Si  -0.093  0.0309  0.1168
Si  0.0344  0.0847  -0.1597
Si  0.0672  -0.0135  -0.0118
Si  0.012  0.0585  -0.0043
Si  0.1076  0.0443  -0.0135
Si  0.0096  0.0192  -0.0281
Si  0.0131  0.085  -0.0103
Si  0.0402  -0.0742  0.008
Si  -0.0147  0.0063  -0.0242
Si  0.1154  0.0381  -0.0075
Si  -0.014  0.0196  -0.019
Si  0.0098  -0.0171  -0.0193
Si  -0.0576  0.0571  0.0036
Si  0.0415  0.0078  -0.023
Si  -0.0163  -0.0749  -0.0171
Si  -0.0415  0.0249  -0.0286
Si  -0.0121  -0.008  -0.0259
Si  -0.063  0.0145  -0.0056
Si  0.054  -0.0455  0.0154
Si  -0.0038  0.0403  -0.0001
Si  0.006  -0.0235  0.0499
Si  0.0178  -0.0226  0.0031
Si  -0.0049  0.0483  0.0042
Si  -0.006  0.0015  0.0165
Si  0.0583  0.0035  0.0053
Si  0.0153  -0.0094  0.0452
Si  -0.069  0.0551  -0.0147
Si  -0.067  -0.0916  0.0129
Si  0.0321  0.0681  0.0141
Si  -0.07  -0.0171  0.0288
Si  -0.1247  -0.1634  -0.0087
Si  -0.0273  -0.025  0.024
Si  -0.1067  -0.0475  0.0055
Si  0.0928  0.0485  -0.0158
Si  -0.1462  -0.2498  -0.1606
Si  0.2219  0.1017  0.3442
Si  0.2907  -0.2198  -0.2656
Si  -0.1488  -0.2536  0.1138
Si  -0.0017  -0.0454  -0.1
Si  -0.4249  -0.3471  -0.226
Si  -0.0372  -0.0871  0.0486
Si  0.0516  0.4027  -0.1631
Si  0.0001  -0.0027  0.0039
Si  -0.0007  -0.0017  -0.0038
Si  0.0044  0.0007  -0.0009
Si  -0.0001  -0.0022  0.0052
Si  0.0048  0.0005  -0.0034
Si  -0.0007  -0.0007  0.0029
Si  -0.0003  -0.0012  0.0074
Si  -0.0015  0.0022  0.0006
Si  -0.0011  0.0034  -0.0017
Si  0.0062  -0.0043  0.0033
Si  0.0001  0.0023  -0.0021
Si  -0.0038  0.0069  0.0072
Si  -0.0015  -0.0021  0.0043
Si  -0.0006  0.001  -0.0025
Si  -0.0031  0.0019  0.0027
Si  0.0049  0.0015  -0.008
Si  -0.0066  0.0007  0.01
Si  0.0083  0.0002  0.0126
Si  0.0022  -0.0106  0.0162
Si  0.0042  0.0081  0.0103
Si  0.006  -0.0089  0.0186
Si  -0.0152  -0.0046  0.0088
Si  0.0014  0.0076  0.0066
Si  0.002  -0.0069  0.0134
O  0.019  -0.0193  0.0157
O  0.0082  -0.005  0.014
O  0.0038  0.0044  -0.0079
O  0.0029  0.0027  -0.0074
O  -0.015  0.0153  0.0129
O  -0.0065  0.0074  0.0143
O  -0.0081  0.0001  -0.0114
O  -0.0062  -0.002  -0.0084
O  -0.0055  -0.002  -0.0025
O  0.001  0.0014  0.0008
O  0.007  0.0077  -0.0025
O  -0.005  0.0031  -0.004
O  -0.001  0.0062  -0.0109
O  0.0065  0.004  -0.0077
O  -0.0035  -0.0088  -0.0094
O  0.0037  -0.0038  -0.009
O  0.007  -0.0063  0.0133
O  -0.0074  0.0064  0.0099
O  -0.004  -0.0043  0.014
O  0.0025  0.0017  0.006
O  0.0045  -0.0048  0.0177
O  0.0048  0.0096  0.0193
O  0.0003  -0.0044  0.0029
O  0.0031  0.002  0.023
Si  0.005  0.0005  0.0005
Si  -0.0012  -0.0002  -0.0088
Si  0.0009  0.0002  0.0012
Si  -0.0004  -0.0005  -0.0002
Si  0.0016  0.0007  -0.0053
Si  0.0014  0.0003  0.0027
Si  -0.0045  -0.0044  -0.0044
Si  -0.0002  0.0006  -0.0007
Si  -0.001  -0.0009  0.0025
Si  0.0012  0.0011  -0.004
Si  0.0049  -0.0027  -0.0082
Si  0.0003  -0.0046  -0.005
Si  -0.001  0.0007  -0.0017
Si  -0.0006  0.0019  0
Si  0.003  0.0001  0.0008
Si  -0.0187  0.0004  0.0081
Si  -0.0007  0.0008  0.0004
Si  0.0005  0  0.002
Si  0.0001  0.0001  0.0025
Si  0.0005  0.0002  -0.0053
Si  0.0037  -0.0027  0.0037
As  -0.0018  -0.0038  0.0041
Si  0.0004  -0.0016  0.0001
Si  0.0018  0.0002  0
Si  -0.0105  0.0036  -0.0061
Si  0.002  0.0016  -0.0006
Si  -0.0025  0.0003  0.0013
Si  0.0016  -0.0004  -0.0019
Si  0.0083  0.0011  -0.0025
Si  0.0029  -0.0011  -0.0012
Si  0.0008  -0.0027  0.0016
Si  -0.0006  -0.0033  0.0017
Si  -0.0088  0  0.0009
Si  -0.0011  0.002  -0.001
Si  0.0001  0.0005  0.006
Si  0.0022  -0.0013  0.0019
Si  -0.0053  -0.003  -0.0006
O  0.0021  0.0011  0.0042
O  -0.0007  -0.0014  0.001
O  -0.0043  0.0004  0.0015
O  0  -0.0003  0.002
O  0.0014  -0.0007  0.0008
O  0.0047  0.0004  0.0125
O  -0.0016  -0.0011  0.0032
O  -0.002  -0.0011  0.0014
O  0.0004  0  0.0008
O  -0.0052  -0.0002  0.0087
O  -0.0017  0.0006  -0.0001
O  -0.0019  -0.0007  0.0015
O  0.0008  0.0001  0.0005
O  0.0054  0.0021  0.004
O  -0.0014  0.0005  0.0057
O  0  0.0015  0.0007
O  0.0023  -0.0015  -0.0082
O  0.0019  0.0022  0.0001
O  -0.0024  0.0022  0.0003
O  0.0031  0.0033  -0.0027
O  0.0008  -0.0003  0.0022
O  0.0004  -0.0017  0.0031
O  0  -0.0002  0.0018
O  0.0012  -0.0011  0.0035
O  -0.002  0.0014  0.0003
O  -0.0008  0.0001  0.0025
O  -0.0024  -0.0027  0.0005
O  0.0063  -0.0064  -0.0017
O  0.0001  -0.0002  0.0021
O  0.0002  -0.0028  -0.0003
O  -0.0003  0.0002  0.0022
O  0.0007  -0.001  -0.0002
O  0.0045  -0.0013  0.0087
O  0.0025  0.0013  0.0045
O  0.0031  0  -0.001
O  -0.0035  -0.0024  0.0043
O  -0.0011  -0.0011  0.0038
O  -0.003  -0.0047  0.0055
O  0.0035  -0.0004  0.0007
O  0.0042  0.002  -0.0006
O  0.0043  -0.0005  -0.0081
O  0.0004  -0.0048  0.0011
O  -0.0019  -0.0014  0.0012
O  0.0008  0.0002  0.001
O  -0.0001  0.0007  0.0017
O  0  -0.0002  0.0013
O  -0.0009  0  0.0009
O  -0.0029  -0.0003  0.0066
O  -0.0004  -0.0003  0.0015
O  -0.0007  -0.0029  0.0002
O  0.0036  0.0001  0.0008
O  -0.0006  -0.0007  0.0016
O  0.0009  -0.0028  0.0009
O  -0.0029  0.0023  -0.0018
O  -0.0002  -0.0007  -0.0021
O  -0.0038  -0.0018  0.0126
O  -0.0006  -0.0001  0.0019
O  0.0002  -0.0029  0.0026
O  0.0002  -0.0001  0.0034
O  0.0005  -0.0008  0.0032
O  -0.0019  0.0005  0.0011
O  0.0002  -0.0004  0.0019
O  0.0002  0.0001  0.0013
O  -0.0003  -0.0025  0.0015
O  0.0022  0.0007  0.009
O  -0.002  0.0045  0.002
H  -0.0008  -0.0018  0.0057

The program warned: the cutoff lies below the one the program advises for these potential files; the forces do not sum to zero within the program's tolerance; the exchange-correlation potential is rough where the density is thin.
